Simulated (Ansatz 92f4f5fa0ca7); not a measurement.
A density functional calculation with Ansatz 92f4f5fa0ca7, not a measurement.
Periodic cell of 257 atoms, Si144O113, from a study of silicon, its oxide and their interface. The atomic structure is a simulated model.
This geometry differs little from another in the collection (a relaxation step or a small displacement).

Settings
functional: r2SCAN
potential files: Ansatz PAW
basis: plane waves
wave-function cutoff: 800 eV
density cutoff ratio: 5
exchange-correlation grid ratio: 1
k mesh: 1 x 1 x 1, shifted by 0.5 0.5 0 of a step
self-consistency stop: 1e-10 eV per atom in the density residual
occupations: fixed
spin: none
net charge: 0

Cell vectors (angstrom)
a	10.88	0	0
b	0	10.88	0
c	0.7525	1.6661	35.8947

Atoms: element, x, y, z (angstrom)
Si	11.6706	3.7768	-7.402
Si	9.5582	2.8745	-4.22
Si	5.7687	7.8069	-1.034
Si	5.7314	5.9558	-8.7768
Si	2.8812	3.5373	-5.3324
Si	7.0975	3.1962	-0.0409
Si	5.8185	3.9125	-6.4741
Si	2.0083	3.6336	-0.6509
Si	6.2865	7.6367	1.3354
Si	9.9637	11.3578	0.5493
Si	6.1579	2.3556	1.8557
Si	9.25	5.179	1.2611
Si	1.7423	8.2121	1.2479
Si	4.5968	11.4714	1.6531
Si	10.8792	14.9572	2.6234
Si	4.6663	5.8675	1.6228
Si	5.4963	9.5005	2.6508
Si	8.0341	12.3472	2.8384
Si	5.3606	4.1561	3.017
Si	8.0406	6.6848	2.6237
Si	10.9938	9.3145	2.5203
Si	13.6339	12.3136	2.8196
Si	12.219	13.4723	1.361
Si	2.877	6.819	2.72
Si	4.1113	8.2422	4.1121
Si	6.8911	10.7457	4.1083
Si	3.9707	13.6719	4.277
Si	6.8437	5.4511	4.2289
Si	9.4925	8.098	3.9195
Si	12.1888	10.8514	3.9756
Si	9.54	13.6458	4.088
Si	12.2713	5.4398	3.9845
Si	5.4408	6.8484	5.4995
Si	8.2181	9.4194	5.4641
Si	5.4622	12.1985	5.3961
Si	8.2176	14.9643	5.5044
Si	10.8808	6.7906	5.3264
Si	13.5639	9.5572	5.4077
Si	10.8763	12.2201	5.4156
Si	13.4961	15.0163	5.5592
Si	6.8234	8.149	6.8768
Si	9.534	10.8548	6.8
Si	6.8129	13.5675	6.7598
Si	9.5761	5.4592	6.7956
Si	12.2148	8.1598	6.7191
Si	4.0738	10.8875	6.7712
Si	12.1824	13.5816	6.8635
Si	4.0575	5.4815	6.8469
Si	5.4098	9.5447	8.1721
Si	8.1434	12.2355	8.1479
Si	5.4654	14.9348	8.1213
Si	8.2062	6.7659	8.1863
Si	10.909	9.4914	8.1408
Si	2.7481	12.2292	8.1624
Si	10.8481	4.097	8.2138
Si	13.5538	6.8595	8.155
Si	4.0311	8.1943	9.5387
Si	6.7642	10.9164	9.5219
Si	4.1251	13.5891	9.5063
Si	6.8216	5.3917	9.5095
Si	9.5599	8.1436	9.5218
Si	12.2899	10.8294	9.5009
Si	9.4619	13.6116	9.5404
Si	12.2225	5.4931	9.5288
Si	5.421	6.7747	10.7838
Si	8.1512	9.5202	10.7761
Si	5.4321	12.2487	10.9705
Si	8.1242	4.0736	10.9819
Si	10.8918	6.8254	10.9728
Si	2.7145	9.5263	11.0031
Si	10.8947	12.2087	10.7581
Si	2.7647	14.9994	10.7713
Si	6.7675	8.1598	12.0744
Si	9.5418	10.8491	12.0874
Si	6.7646	13.6022	12.3943
Si	9.4969	5.4735	12.3198
Si	1.3711	8.1531	12.4143
Si	4.0828	10.8933	12.3855
Si	12.2811	13.6019	12.0109
Si	4.1011	5.4311	12.1802
Si	5.512	9.4296	13.6115
Si	8.2548	12.1608	13.53
Si	5.3457	4.1332	13.7156
Si	8.042	6.893	13.5607
Si	-0.0999	9.566	13.6434
Si	2.6516	12.3736	13.5666
Si	10.9848	4.022	13.4429
Si	2.8316	6.7376	13.6745
Si	4.6246	7.674	14.9564
Si	7.3349	10.3745	14.7606
Si	3.5399	3.2091	14.9734
Si	6.3622	5.9014	14.9183
Si	8.9706	8.6297	14.8874
Si	0.8275	11.4411	14.711
Si	8.6548	2.8547	17.3358
Si	1.7726	4.9548	14.819
Si	4.4439	10.0918	-5.0956
Si	10.0589	13.1559	14.6809
Si	5.9735	10.1006	21.5998
Si	10.1275	10.2615	20.9716
Si	4.7597	5.0901	-0.5559
Si	1.4616	11.0805	16.8927
Si	2.7101	9.1757	24.2005
Si	12.0811	7.9722	21.9914
Si	4.7122	7.0301	24.6212
Si	3.8455	8.3548	20.3725
Si	3.0173	8.4797	17.5203
Si	2.6953	12.1222	24.065
Si	8.3584	11.8943	-1.9492
Si	5.6727	12.0852	-7.0714
Si	1.4136	13.0574	-3.2708
Si	9.8911	9.2405	-8.0113
Si	4.3015	3.4979	19.6129
Si	12.2286	4.1111	19.5291
Si	7.7827	7.8285	-9.7729
Si	11.1507	6.3011	-0.7892
Si	3.5414	10.0439	-0.6026
Si	8.1444	5.1676	-5.3996
Si	7.4525	5.7357	17.0273
Si	10.6975	12.3801	19.0706
Si	8.3291	9.108	23.0387
Si	11.097	7.725	-3.5347
Si	6.7667	9.4833	-3.293
Si	1.6757	6.1445	-5.8095
Si	8.1766	6.2183	21.8367
Si	9.48	3.1653	-7.0838
Si	4.5909	12.5902	-9.8033
Si	8.758	8.2941	-5.1653
Si	5.9181	6.0572	19.6775
Si	11.6135	3.4586	24.186
Si	6.5054	10.5822	-9.4172
Si	5.0113	13.0397	22.2309
Si	8.9131	7.5828	17.0193
Si	7.809	9.71	19.0367
Si	4.0335	12.834	16.9403
Si	1.8495	9.045	-9.1843
Si	2.0099	10.2369	-3.2982
Si	9.0706	11.9576	-9.2285
Si	3.8396	8.0112	-7.2005
Si	11.7102	6.3086	17.5323
Si	6.2262	4.7391	23.5886
Si	2.0346	3.2776	-10.2304
Si	10.7918	5.0776	21.9271
Si	6.7254	11.4901	16.6932
O	4.7899	6.9725	-7.9586
O	9.5256	11.2875	-1.0007
O	12.1915	8.8107	-3.1054
O	8.8371	4.332	-4.187
O	2.5739	9.4518	0.562
O	4.2637	11.3365	0.0424
O	11.2468	12.3032	0.7165
O	9.3865	8.8064	-6.5477
O	4.6347	8.9471	-0.9807
O	8.728	11.8885	1.4232
O	10.2678	9.8894	1.1402
O	4.1769	13.3913	20.8824
O	6.7953	9.6443	20.2784
O	1.9975	9.5541	16.8957
O	6.1237	4.2484	-0.7937
O	4.2271	8.1864	16.4794
O	4.9762	6.4361	-1.453
O	4.674	8.8566	-6.1109
O	10.8169	6.7625	-2.2842
O	3.5424	9.0512	18.9363
O	6.307	6.1526	18.1174
O	2.7987	4.6739	-10.3966
O	9.1784	10.278	22.2832
O	9.7944	6.1569	0.0705
O	8.9708	12.6978	-3.1866
O	6.5521	4.8927	-5.4199
O	11.793	13.5517	18.9857
O	10.4523	7.3194	17.5066
O	5.7907	4.5777	-7.9459
O	2.5358	7.801	21.112
O	1.634	13.3581	-1.7105
O	2.781	13.4313	-4.0603
O	2.7072	10.6211	23.4719
O	5.4721	4.5372	19.9551
O	7.3581	12.9915	16.7198
O	11.868	4.8695	-0.8454
O	2.6575	12.0858	17.3377
O	3.1903	9.0223	-8.2855
O	9.8304	2.7921	16.2271
O	4.7437	7.073	20.0356
O	6.7564	8.2177	-2.2634
O	8.0064	8.4127	18.1042
O	9.2455	13.0255	18.6766
O	8.75	9.0698	24.5857
O	6.7516	9.4497	22.8689
O	10.7199	11.7249	20.567
O	11.4624	5.2822	18.7404
O	9.4008	13.1514	-5.7165
O	5.9121	3.4361	22.6747
O	8.203	4.3826	17.5698
O	9.5512	10.7974	-8.2216
O	2.9305	4.3008	19.3517
O	11.1372	11.2696	17.9666
O	2.4547	5.0454	-4.914
O	3.5006	4.1757	-0.9922
O	7.4625	9.1335	-4.7118
O	2.2007	7.113	17.7769
O	7.477	12.9376	-1.1086
O	10.198	12.2642	-10.3132
O	3.0546	12.91	-10.1207
O	4.743	12.7855	-8.2072
O	1.8765	2.9869	-6.4798
O	7.4553	10.703	-2.5122
O	4.3561	3.621	-5.9086
O	1.4185	12.9954	23.5861
O	9.3796	5.3483	21.2044
O	1.8582	4.6033	24.4006
O	7.7382	11.4606	-10.0049
O	11.8612	5.4563	16.1698
O	11.1144	3.1118	-3.8573
O	8.4241	3.9905	0.5003
O	6.6862	9.022	-9.7041
O	9.1748	8.3338	-9.1436
O	11.8269	4.2055	21.0712
O	7.2161	10.8641	18.0935
O	5.5119	13.557	-10.7308
O	1.4914	8.3816	23.5257
O	8.8121	13.2845	-8.3447
O	4.8351	11.4615	-5.8525
O	5.8644	11.6983	21.8759
O	7.138	6.4331	20.6422
O	11.8932	11.5007	-3.4731
O	4.0232	12.8126	23.4787
O	9.2695	9.9292	19.649
O	1.7351	7.712	-10.1048
O	5.1494	5.9686	23.4651
O	1.9089	10.3102	-10.204
O	11.8158	5.3703	-7.0305
O	4.6375	2.7119	18.2417
O	2.6725	7.2315	-6.4211
O	12.09	7.3746	-0.0449
O	7.6155	5.3741	23.0939
O	11.3924	6.5424	22.1542
O	11.2297	9.114	21.2184
O	5.2767	9.9128	-3.7272
O	10.5238	4.1658	23.2357
O	5.1134	11.0743	-10.0886
O	8.6581	7.6761	22.3551
O	8.7085	4.5781	-6.8067
O	7.2132	6.5869	-8.9165
O	4.52	9.449	21.351
O	4.0988	8.373	23.9741
O	11.4847	9.0756	-8.1614
O	5.1829	5.723	-10.2819
O	6.49	10.8959	-7.8106
O	11.998	3.4486	-8.9359
O	9.7692	8.5299	-3.9326
O	8.4079	6.731	-5.2757
O	2.9062	10.1717	-4.6331
O	6.5537	13.3331	-6.5168
O	5.1131	11.6643	16.5819
O	2.8116	10.5275	-1.9345
O	11.5081	6.8793	-4.8402

Results
free energy: -156562.801 eV
free energy less fixed offsets of O -570.45, Si -639.56 eV per atom: -5.311 eV

Forces (eV/angstrom), in the order of the atoms: element, x, y, z
Si	-0.0683	0.0058	0.1102
Si	-0.0142	-0.0553	0.113
Si	-0.1695	-0.1075	0.0578
Si	-0.0353	-0.0389	0.1252
Si	-0.0755	-0.0138	0.1209
Si	0.0248	-0.0695	0.1124
Si	0.0239	0.0155	0.2153
Si	0.0401	0.0136	0.153
Si	-0.0288	-0.0025	0.0928
Si	-0.0607	0.0026	0.1069
Si	-0.0817	-0.042	0.0737
Si	0.0325	0.0427	0.1846
Si	0.0814	-0.0504	0.1135
Si	0.0761	0.1081	0.0942
Si	0.0102	-0.0371	-0.013
Si	0.0299	-0.0208	0.033
Si	-0.0103	-0.0392	0.0366
Si	-0.1023	0.0819	0.0141
Si	-0.0043	0.008	0.0163
Si	0.0087	-0.0637	0.0306
Si	0.028	-0.0411	0.001
Si	0.0335	0.0254	0.0408
Si	0.014	0.0255	0.0346
Si	-0.0295	0.0211	-0.0428
Si	0.0006	-0.0088	-0.0161
Si	-0.0223	0.0648	-0.0332
Si	-0.0092	-0.0534	0.0284
Si	0.0435	-0.0064	-0.0052
Si	0.0065	-0.0065	0.0235
Si	-0.0099	-0.0092	0.04
Si	0.0115	0.0356	0.0056
Si	-0.0232	-0.0193	0.0321
Si	-0.0157	-0.0271	0.005
Si	0.0161	0.0058	-0.022
Si	0.0197	0.0269	0.0232
Si	0.001	-0.0149	0.0024
Si	-0.0118	0.0248	-0.0049
Si	-0.0199	0.005	-0.0161
Si	-0.0327	-0.0005	-0.024
Si	0.0338	0.0312	-0.0159
Si	-0.0193	0.0048	-0.022
Si	-0.0183	0.0354	0.0111
Si	-0.0054	0.049	0.0224
Si	-0.0313	-0.0146	0.0033
Si	0.031	-0.019	0.0026
Si	0.0226	0.0055	-0.0329
Si	0.0095	0.0063	-0.0206
Si	0.0182	-0.0217	0.0048
Si	0.0428	-0.0218	0.0187
Si	-0.0043	-0.0331	0.0093
Si	-0.0275	-0.0003	0.0227
Si	-0.0549	0.0042	-0.0037
Si	-0.0088	0.03	-0.0243
Si	0.0006	0.0645	-0.0043
Si	0.0276	-0.0227	-0.0065
Si	0.0179	-0.0212	0.0198
Si	-0.0013	0	0.0017
Si	-0.0234	0.0399	-0.0045
Si	0.0103	-0.0337	0.0161
Si	0.015	0.0009	0.0107
Si	0.0274	-0.0064	0.0167
Si	0.0093	-0.0157	0.0236
Si	0.0133	0.0223	0.0082
Si	-0.0075	-0.0446	-0.001
Si	-0.0212	0.0143	-0.0224
Si	-0.0388	0.0042	-0.0206
Si	0.0113	-0.0065	-0.0117
Si	0.005	-0.0284	-0.0361
Si	-0.0148	-0.0175	-0.0227
Si	0.0149	0.0229	-0.052
Si	0.0137	0.0618	-0.0551
Si	-0.036	0.0231	-0.0173
Si	-0.0065	0.008	0.0624
Si	0.0203	-0.0244	0.0526
Si	0.0211	0.0009	-0.0301
Si	0.0215	-0.0095	-0.034
Si	0.0026	-0.0038	-0.0304
Si	0.0229	-0.0178	-0.0705
Si	-0.0203	-0.0295	0.0382
Si	0.0322	-0.0152	0.0034
Si	0.0245	0.0143	0.0442
Si	-0.0189	-0.0068	0.0649
Si	-0.0112	-0.0017	0.0609
Si	0.0011	-0.0715	0.0176
Si	0.0059	0.0287	0.0075
Si	0.0084	0.0052	0.0066
Si	-0.0095	0.0429	0.041
Si	0.0065	-0.0352	0.0982
Si	0.0491	-0.0483	-0.1648
Si	-0.0038	-0.0321	-0.0877
Si	0.0397	-0.008	-0.1098
Si	-0.0443	-0.0348	-0.1341
Si	0.0335	0.0701	-0.1413
Si	-0.0508	0.0016	-0.121
Si	0.0758	-0.0427	-0.1744
Si	0.0473	-0.0354	-0.1847
Si	-0.0413	0.0211	0.1641
Si	0.0555	-0.074	-0.1815
Si	0.005	0.0003	-0.1422
Si	-0.0216	0.0351	-0.1621
Si	0.0115	0.1662	0.0923
Si	0.0326	0.0636	-0.1427
Si	-0.0365	-0.0337	-0.0547
Si	-0.0207	0.007	-0.156
Si	0.0109	-0.0508	-0.0299
Si	0.0258	-0.0311	-0.2013
Si	0.0419	-0.0338	-0.1664
Si	0.0208	0.0239	-0.0369
Si	0.0409	0.064	0.128
Si	-0.0135	0.0225	0.1492
Si	-0.0099	0.0076	0.1401
Si	-0.0239	-0.0277	0.1796
Si	-0.0074	-0.0235	-0.2164
Si	-0.0025	0.0034	-0.1667
Si	0.0062	0.0011	0.0036
Si	0.0045	-0.0213	0.1585
Si	0.0137	-0.006	0.1343
Si	0.0515	-0.0622	0.0791
Si	-0.1237	-0.0245	-0.0756
Si	-0.0124	0.0261	-0.1694
Si	-0.0131	0.0084	-0.1377
Si	0.0312	0.0011	0.1319
Si	0.0532	-0.0033	0.1855
Si	-0.0575	-0.0535	0.1458
Si	-0.0328	0.0075	-0.12
Si	0.116	0.039	0.1088
Si	0.0111	0.0125	0.0805
Si	-0.0095	-0.0303	0.2039
Si	0.025	-0.0149	-0.1535
Si	-0.0518	0.0303	-0.0344
Si	0.0196	0.0732	0.0747
Si	-0.0117	0.0014	-0.1637
Si	0.0033	0.0708	-0.0722
Si	-0.0171	0.0281	-0.2123
Si	-0.0237	0.0475	-0.1644
Si	-0.0128	0.0064	0.0917
Si	-0.0027	0.0263	0.1528
Si	-0.011	0.1046	0.1218
Si	-0.0594	-0.0161	0.2317
Si	0.0203	-0.0165	-0.147
Si	0.0295	-0.0123	-0.0746
Si	-0.0697	-0.0073	0.0995
Si	0.0354	-0.0184	-0.1229
Si	0.0159	-0.0297	-0.133
O	0.0466	-0.0095	-0.0706
O	-0.014	-0.0289	-0.0655
O	0.0042	-0.0063	-0.0371
O	-0.0464	0.0429	-0.0068
O	-0.0553	-0.0455	0.0227
O	-0.0336	0.0407	-0.0228
O	-0.0297	-0.0522	-0.0102
O	0.0321	0.0464	-0.169
O	0.0049	0.0161	-0.0046
O	0.13	-0.0649	0.0411
O	-0.0685	0.0502	-0.0187
O	0.0118	-0.0488	0.1308
O	-0.0592	0.0035	0.0952
O	-0.0219	-0.0235	0.0221
O	0.0473	-0.0352	-0.0513
O	-0.0595	0.0161	0.1007
O	0.0368	-0.0275	-0.1408
O	0.0182	-0.0422	-0.1157
O	-0.0182	0.019	-0.0912
O	0.0254	0.0285	0.1194
O	-0.0324	-0.0306	0.122
O	0.0095	0.0373	0.01
O	-0.0313	-0.0031	0.0893
O	0.0101	0.0367	-0.0382
O	0.0183	0.023	-0.0885
O	-0.0443	0.0119	-0.0277
O	0.0087	-0.0112	0.0647
O	0.0051	-0.0237	-0.0001
O	-0.0246	0.0545	-0.1447
O	-0.0375	-0.0208	0.0701
O	0.0014	-0.0341	-0.102
O	0.0363	0.0221	-0.0782
O	-0.0007	-0.0075	-0.0065
O	0.0402	0.0092	0.0693
O	0.0219	0.0403	0.0412
O	-0.0049	0.0348	-0.0919
O	0.0276	-0.0264	0.1053
O	-0.0259	0.0386	-0.0959
O	-0.0667	0.0602	0.1232
O	-0.0338	0.0195	0.0537
O	0.0431	0.0112	-0.061
O	0.0023	-0.0201	0.0943
O	0.0064	-0.0249	0.1151
O	0.0153	0.0026	0.0592
O	-0.0091	-0.0265	0.0796
O	0.0105	-0.0272	0.105
O	-0.0168	-0.0244	0.0797
O	-0.0062	0.0073	-0.0903
O	0.0125	0.0137	0.0465
O	0.0147	0.1077	0.0404
O	0.0115	-0.0225	-0.028
O	-0.0042	0.0309	0.0581
O	-0.0651	0.0011	0.1497
O	0.0132	0.0097	-0.043
O	0.0531	0.0119	-0.0567
O	0.0162	-0.0073	-0.0959
O	0.0272	0.0012	0.0644
O	0.0134	-0.0145	-0.076
O	0.0224	-0.0184	-0.027
O	-0.0002	-0.0256	-0.0391
O	-0.0464	0.0006	-0.0984
O	0.0064	0.0137	-0.0496
O	-0.0305	-0.0567	-0.0714
O	0.0782	-0.0058	-0.0795
O	0.0054	-0.0352	0.0114
O	-0.0123	0.006	0.0408
O	0.0343	-0.0006	-0.0105
O	-0.0224	-0.042	-0.0595
O	-0.0589	0.0424	0.119
O	-0.0135	0.0278	-0.0539
O	-0.031	0.0237	-0.0858
O	-0.0199	-0.0336	-0.0022
O	-0.0017	-0.0161	-0.0618
O	-0.0373	0.0035	0.1219
O	0.0301	-0.0324	0.1843
O	0.0157	0.0073	0.0214
O	0.0215	0	0.0574
O	-0.0729	-0.0889	-0.097
O	0.0285	0.044	-0.0741
O	0.0078	0.0129	0.0498
O	0.0503	0.0049	0.1031
O	-0.0146	-0.0139	-0.0612
O	-0.0164	-0.0157	0.0645
O	0.0555	-0.0022	0.0516
O	-0.0125	-0.0292	0.0111
O	-0.0294	0.0202	-0.0042
O	0.0084	0.0367	0.0238
O	-0.0118	0.009	-0.0298
O	0.0308	0.0345	0.152
O	0.0679	0.0572	-0.0959
O	-0.0056	0.0187	-0.019
O	-0.0175	-0.0254	0.0805
O	0.0101	0.0204	0.0523
O	0.0432	-0.0325	0.0523
O	-0.0571	0.0102	-0.0663
O	-0.0022	-0.0191	0.0616
O	-0.0229	-0.0322	-0.0328
O	0.017	0.0269	0.0613
O	-0.0469	-0.0133	-0.0542
O	0.0143	0.0007	-0.0139
O	-0.0003	0.0357	0.0876
O	0.0269	0.0188	-0.0114
O	0.0435	0.0032	-0.0409
O	0.0078	0.0109	-0.035
O	0.0146	-0.0603	-0.0692
O	0.0788	-0.0227	-0.1325
O	-0.0177	0.0278	-0.0418
O	-0.0176	0.0091	-0.0522
O	0.0428	-0.0097	-0.0915
O	0.0015	-0.0291	-0.0449
O	-0.0305	0.0339	0.0139
O	-0.0248	-0.003	-0.104
O	0.0336	-0.0399	-0.0932

The program warned: the cutoff lies below the one the program advises for these potential files; the forces do not sum to zero within the program's tolerance; empty levels may hold ghost states of the PAW files; the exchange-correlation potential is rough where the density is thin.
